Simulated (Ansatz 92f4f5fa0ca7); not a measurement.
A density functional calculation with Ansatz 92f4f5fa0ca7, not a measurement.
Periodic cell of 220 atoms, Si132O88, from a study of silicon, its oxide and their interface. The atomic structure is a simulated model.
Doubt: the cutoff is far below the 930 eV that the study's wrapper takes by default for these files, so forces and energies are approximate.

Settings: functional PBE; potential files Ansatz PAW; basis plane waves; wave-function cutoff 580 eV; density cutoff ratio 5; exchange-correlation grid ratio 1; k mesh 1 x 1 x 1, Gamma-centred; self-consistency stop 5e-08 eV per atom in the density residual; occupations fixed; spin none; net charge 0.

Cell vectors (angstrom)
a, 10.938, 0, 0
b, 0, 10.938, 0
c, 0, 0, 32.539

Atoms: element, x, y, z (angstrom)
Si, -0.2657, 0.2818, 25.149
Si, 5.6597, -0.3027, 25.1542
Si, 2.3608, 2.9821, 25.0429
Si, 8.4609, 2.5086, 25.1062
Si, 0.1229, 5.2274, 24.9207
Si, 5.2175, 5.7752, 25.0677
Si, 2.9761, 7.9966, 25.0192
Si, 7.8919, 8.4255, 25.0846
Si, 1.302, 1.4272, 26.458
Si, 6.8205, 1.3608, 26.3713
Si, 4.0377, 4.1249, 26.303
Si, 9.5792, 4.1099, 26.4016
Si, 1.3228, 6.8241, 26.2637
Si, 6.7768, 6.8689, 26.4438
Si, 4.0779, 9.5193, 26.4572
Si, 9.5167, 9.5767, 26.3757
Si, 2.7144, 0.0197, 27.749
Si, 8.1844, 0.0112, 27.7713
Si, -0.028, 2.7749, 27.8186
Si, 5.4357, 2.7594, 27.7023
Si, 2.6996, 5.4898, 27.7201
Si, 8.1896, 5.4815, 27.7409
Si, -0.0069, 8.2017, 27.6995
Si, 5.4505, 8.2091, 27.8293
Si, 4.1018, 1.3673, 29.1208
Si, 9.5708, 1.3673, 29.1208
Si, 1.3673, 4.1018, 29.1208
Si, 6.8362, 4.1018, 29.1208
Si, 4.1018, 6.8362, 29.1208
Si, 9.5708, 6.8362, 29.1208
Si, 1.3673, 9.5708, 29.1208
Si, 6.8362, 9.5708, 29.1208
Si, 0, 0, 30.488
Si, 5.469, 0, 30.488
Si, 2.7345, 2.7345, 30.488
Si, 8.2035, 2.7345, 30.488
Si, 0, 5.469, 30.488
Si, 5.469, 5.469, 30.488
Si, 2.7345, 8.2035, 30.488
Si, 8.2035, 8.2035, 30.488
Si, 1.3673, 1.3673, 31.8553
Si, 6.8362, 1.3673, 31.8553
Si, 4.1018, 4.1018, 31.8553
Si, 9.5708, 4.1018, 31.8553
Si, 1.3673, 6.8362, 31.8553
Si, 6.8362, 6.8362, 31.8553
Si, 4.1018, 9.5708, 31.8553
Si, 9.5708, 9.5708, 31.8553
Si, 2.7345, 0, 0.6835
Si, 8.2035, 0, 0.6835
Si, 0, 2.7345, 0.6835
Si, 5.469, 2.7345, 0.6835
Si, 2.7345, 5.469, 0.6835
Si, 8.2035, 5.469, 0.6835
Si, 0, 8.2035, 0.6835
Si, 5.469, 8.2035, 0.6835
Si, 4.1018, 1.3673, 2.0507
Si, 9.5708, 1.3673, 2.0507
Si, 1.3673, 4.1018, 2.0507
Si, 6.8362, 4.1018, 2.0507
Si, 4.1018, 6.8362, 2.0507
Si, 9.5708, 6.8362, 2.0507
Si, 1.3673, 9.5708, 2.0507
Si, 6.8362, 9.5708, 2.0507
Si, 0, 0, 3.418
Si, 5.469, 0, 3.418
Si, 2.7345, 2.7345, 3.418
Si, 8.2035, 2.7345, 3.418
Si, 0, 5.469, 3.418
Si, 5.469, 5.469, 3.418
Si, 2.7345, 8.2035, 3.418
Si, 8.2035, 8.2035, 3.418
Si, 1.433, 1.299, 4.777
Si, 6.8612, 1.3711, 4.8632
Si, 4.1689, 4.0433, 4.7985
Si, 9.5789, 4.0731, 4.771
Si, 1.4034, 6.8002, 4.7488
Si, 6.7752, 6.8756, 4.7346
Si, 4.1218, 9.5652, 4.8333
Si, 9.5572, 9.6174, 4.7442
Si, 2.8208, -0.0136, 6.2669
Si, 8.2647, 0.0221, 6.2407
Si, 0.0431, 2.6664, 6.0833
Si, 5.5708, 2.7585, 6.3229
Si, 2.7634, 5.4114, 6.1022
Si, 8.1506, 5.4867, 6.0003
Si, 0.047, 8.2435, 5.9844
Si, 5.4668, 8.1993, 6.2326
Si, 3.9359, 1.6342, 7.6282
Si, 9.9956, 1.0933, 7.5224
Si, 1.6136, 3.7921, 7.3761
Si, 6.7185, 4.4881, 7.5831
Si, 4.2895, 6.5382, 7.4648
Si, 9.3538, 7.0876, 7.1472
Si, 1.1924, 9.6631, 7.4454
Si, 7.1607, 9.2945, 7.49
O, 1.2667, 4.1016, 24.4803
O, 6.792, 9.5648, 24.5947
O, 2.748, 2.7326, 7.9192
O, 8.3094, 8.1563, 7.8574
O, 5.4835, 5.5104, 7.9915
O, 0.0867, -0.1448, 7.9056
O, 4.1036, 6.8815, 24.5347
O, 9.5585, 1.3792, 24.5931
O, 1.6427, 8.8549, 8.8208
O, 0.887, 4.2542, 8.7748
O, 9.7736, 1.7877, 9.0229
O, 6.6385, 9.8524, 8.9608
O, 4.4739, 1.2385, 9.1411
O, 3.4842, 6.9537, 8.8515
O, 7.5421, 4.2124, 9.0095
O, 10.0507, 6.2189, 8.3264
O, 2.9022, 2.1409, 23.7329
O, 4.8082, 0.2371, 23.8624
O, 7.918, 3.3045, 23.7718
O, 10.2813, 5.7634, 23.553
O, 8.4259, 7.6651, 23.7348
O, 2.4291, 8.7552, 23.6613
O, 6.0407, 5.2384, 23.7433
O, 0.5406, 10.6211, 23.8627
Si, 3.1777, 9.2831, 11.9219
Si, 8.2004, 4.8017, 10.3884
Si, 7.0603, 4.7607, 17.4853
Si, 4.2983, 1.5774, 23.105
Si, 12.4086, 3.3112, 19.2519
Si, 7.9969, -2.9403, 14.5444
Si, 1.0762, 9.3639, 22.9779
Si, 4.051, 12.8389, 20.0943
Si, -2.3716, 2.9719, 12.6605
Si, -3.929, 14.1592, 20.1233
Si, 1.1185, -4.5238, 18.5586
Si, 0.8353, 11.2302, 12.4475
Si, 10.2901, 9.8061, 14.8292
Si, -6.0465, 3.1504, 16.039
Si, 7.1803, 10.2622, 10.4474
Si, 0.6749, 17.7059, 15.4845
Si, -1.3829, 4.2328, 15.4279
Si, -0.0063, 5.435, 9.4141
Si, 4.9937, 7.4669, 13.4862
Si, 6.5494, 3.8456, 23.0718
Si, 7.4163, 7.7034, 17.4251
Si, 9.7992, 1.0922, 10.5069
Si, 2.1554, 11.5755, 18.2052
Si, 9.7993, 1.8774, 19.7549
Si, 4.6158, 0.781, 10.6934
Si, 2.9947, 2.2366, 13.0054
Si, 2.202, 7.5643, 9.652
Si, 5.8571, 9.673, 15.6348
Si, 3.1373, 5.0573, 14.3978
Si, 9.6841, 7.1338, 22.8387
Si, 11.2537, 10.1971, 20.2312
Si, 7.3076, -3.5841, 11.7704
Si, -1.4316, 7.549, 19.7703
Si, 3.567, 0.5696, 15.7505
Si, 9.617, 12.3906, 16.5565
Si, 7.0458, 1.5295, 14.7782
O, 4.2941, 10.009, 15.7314
O, 10.2169, -0.0293, 16.0684
O, 8.6558, -0.051, 10.4533
O, 0.1146, 8.3183, 14.9384
O, 4.3579, -4.7599, 14.1807
O, 2.8365, 13.9457, 20.171
O, 1.8219, 6.0124, 14.4975
O, -1.7801, 14.8522, 13.8521
O, -2.8838, 1.5734, 16.0432
O, -1.0946, 4.7919, 10.4438
O, 10.3373, -4.4562, 18.9455
O, 8.2933, 7.4276, 16.0197
O, -3.1961, 1.7333, 13.3307
O, 3.396, 12.1845, 14.2713
O, 1.3366, 9.9137, 21.4776
O, 8.1654, 7.1297, 13.1886
O, 8.2925, 2.2198, 20.3181
O, 10.2327, 8.9831, 19.9842
O, 4.1334, 1.1816, 21.5538
O, -3.6468, 8.9192, 11.3782
O, 6.8014, 4.0838, 21.493
O, 8.175, 7.9607, 18.818
O, 12.1401, 10.4711, 18.8954
O, 6.5577, 6.327, 17.5151
O, -2.716, 4.5177, 16.356
O, 9.6299, 2.218, 11.6755
O, 10.7014, 10.7615, 13.5715
O, 5.9137, 2.7222, 14.8147
O, 6.455, 10.9377, 14.838
O, -0.5217, 16.5547, 15.4095
O, -2.2239, -1.51, 14.4343
O, 3.9951, 1.8726, 11.7463
O, -7.3463, 11.6832, 19.0122
O, 2.7259, 7.946, 11.1456
O, 5.7838, 6.946, 12.1885
O, 2.0025, -3.5632, 19.6306
O, 6.2002, 8.2901, 14.5393
O, 9.1548, 6.9815, 21.2986
O, 1.4536, 12.7293, 12.688
O, -0.0567, 8.2134, 22.9595
O, 6.518, 9.0559, 16.9856
O, -3.4479, 4.2778, 18.9675
O, 2.2574, 0.2045, 16.6154
O, -0.013, 3.0569, 19.9777
O, 1.595, 4.7443, 18.6116
O, 3.9094, 10.2534, 10.8479
O, 5.4059, 2.7342, 23.3398
O, 3.6493, 4.146, 15.6569
O, 5.5729, 13.418, 19.7691
O, -3.2689, 3.9273, 11.666
O, 4.0963, 8.7607, 13.1775
O, 6.183, 0.4724, 11.0465
O, 9.6063, 1.4847, 18.1652
O, -0.6328, 13.7854, 15.9603
O, 4.3991, 1.6973, 16.5998
O, 1.5036, 13.0579, 18.1098
O, 5.7291, -7.0313, 17.1647
O, 1.027, 6.5094, 10.049
O, 1.3008, 7.0074, 16.9109
O, 1.9729, 10.0841, 12.6195
O, 7.7796, 6.3813, 10.5871
O, 11.1697, 0.2956, 10.9297
O, 10.3275, 11.5046, 20.5643
O, 3.0253, 3.8745, 13.2305

Results
free energy: -133958.474 eV
free energy less fixed offsets of O -568.88, Si -635.61 eV per atom: 3.486 eV

Forces (eV/angstrom), in the order of the atoms: element, x, y, z
Si, 0.039, -0.0377, -0.0273
Si, -0.0198, 0.0131, 0.0356
Si, 0.0028, 0.0027, 0.0018
Si, -0.0157, 0.012, 0.05
Si, -0.0089, 0.0373, 0.0054
Si, -0.0192, 0.0171, -0.0108
Si, -0.0485, 0.0391, -0.0736
Si, 0.0114, -0.0103, -0.0001
Si, 0.006, -0.0084, 0.0025
Si, 0.001, -0.0021, -0.011
Si, 0.0065, -0.0021, 0.0072
Si, 0.0017, 0, -0.0097
Si, 0.0099, -0.0059, -0.0018
Si, 0.0041, -0.0074, -0.001
Si, 0.001, -0.0029, -0.0088
Si, 0.0032, -0.0009, 0.0072
Si, 0.0032, 0.0011, 0.0048
Si, -0.0052, 0.0006, 0.0052
Si, -0.0044, 0.0047, 0.006
Si, -0.0008, -0.0005, 0.0091
Si, -0.0132, 0.0084, -0.0009
Si, -0.0031, -0.0002, 0.0072
Si, 0.0008, -0.0039, 0.0132
Si, -0.0017, 0.0096, 0.0053
Si, 0.0238, 0.1128, -0.1849
Si, -0.1566, -0.0029, 0.274
Si, 0.1188, 0.2777, 0.2347
Si, -0.1269, -0.021, -0.25
Si, -0.3097, -0.2229, 0.2109
Si, 0.0624, 0.0549, -0.225
Si, -0.1213, -0.0675, -0.233
Si, 0.024, 0.146, 0.367
Si, -0.0359, -0.0229, -0.0181
Si, 0.0744, -0.0182, 0.0028
Si, 0.0178, 0.041, -0.0192
Si, -0.0193, -0.1141, 0.0017
Si, 0.0698, 0.004, -0.007
Si, -0.0749, -0.0453, -0.0105
Si, 0.0145, -0.0664, -0.0029
Si, 0.0187, 0.0369, -0.02
Si, 0.0016, 0, -0.0203
Si, -0.0227, 0.063, -0.0045
Si, 0.0255, -0.0267, 0.003
Si, 0.0162, 0.0627, -0.0366
Si, -0.0889, 0.0037, -0.0195
Si, 0.0103, 0.0215, -0.0256
Si, -0.0398, 0.0193, -0.026
Si, -0.0075, -0.0131, -0.0051
Si, 0.0376, -0.0395, 0.0284
Si, -0.0034, -0.0086, 0.0087
Si, -0.0268, -0.0264, 0.0107
Si, 0.0173, -0.0367, 0.0267
Si, -0.0004, 0.0503, -0.0004
Si, 0.0045, -0.0403, 0.0237
Si, 0.0647, -0.014, 0.0189
Si, -0.0035, -0.0038, 0.0165
Si, -0.0389, 0.0766, 0.006
Si, 0.0624, 0.0381, 0.0044
Si, -0.0218, 0.0316, 0.0172
Si, -0.0113, 0.0535, 0.0265
Si, -0.0245, -0.0594, -0.0167
Si, -0.0181, 0.0197, 0.0296
Si, -0.0921, 0.0079, 0.0133
Si, 0.077, 0.0084, -0.0079
Si, 0.1773, 0.0827, -0.3346
Si, 0.1275, 0.0739, 0.4547
Si, 0.2967, -0.2327, 0.0295
Si, -0.0893, -0.1979, 0.0848
Si, -0.0047, -0.1811, -0.105
Si, -0.2216, -0.1001, -0.2679
Si, 0.2527, 0.0791, 0.0547
Si, -0.1337, 0.1946, -0.1922
Si, 0.0134, -0.0097, -0.0045
Si, -0.0068, -0.0048, -0.0108
Si, 0.0453, -0.0034, 0.006
Si, 0.0287, -0.017, 0.0027
Si, 0.0194, -0.0076, 0.0014
Si, -0.0144, -0.0324, -0.0031
Si, 0.011, -0.0147, -0.0164
Si, -0.0071, 0.0006, -0.0334
Si, -0.0092, 0.0184, 0.0162
Si, -0.0019, 0.0247, -0.0014
Si, -0.0233, 0.0321, -0.0135
Si, -0.0158, 0.0246, 0.0009
Si, -0.0374, -0.0125, -0.0179
Si, -0.024, 0.0276, 0.029
Si, -0.0001, -0.0089, 0.0274
Si, 0.0057, 0.0103, -0.0332
Si, 0.0047, -0.008, -0.0981
Si, -0.0143, -0.0069, -0.0344
Si, 0.0025, 0.0083, -0.0053
Si, 0.0148, -0.0002, -0.093
Si, 0.0528, -0.0386, 0.1946
Si, 0.0003, -0.0154, -0.0975
Si, 0.0203, -0.0378, -0.0437
Si, 0.0136, -0.0266, -0.0117
O, 0.0103, -0.0227, -0.0009
O, 0.0054, -0.0045, -0.0138
O, -0.0273, 0.0142, 0.0272
O, -0.0344, 0.0331, 0.0375
O, -0.0973, 0.076, 0.0083
O, -0.015, 0.0292, 0.0221
O, 0.0358, -0.026, 0.0245
O, -0.0029, 0.0037, -0.0221
O, 0.0371, -0.0367, 0.0869
O, -0.0165, 0.0129, 0.0284
O, -0.0066, -0.0122, 0.0854
O, 0.0183, 0.0204, 0.0634
O, 0.0063, -0.0193, 0.0985
O, -0.111, 0.0405, -0.0271
O, 0.0269, 0.0071, 0.0854
O, 0.0351, -0.0377, 0.0818
O, 0.007, -0.0013, -0.0241
O, 0.0024, 0.0148, -0.0243
O, -0.0037, 0.002, -0.0394
O, -0.0333, -0.0128, -0.018
O, -0.0183, -0.0102, -0.0364
O, 0.0223, -0.0051, 0.1007
O, 0.0167, -0.0189, -0.0189
O, -0.0426, 0.0609, 0.0707
Si, -0.1473, 0.0099, -0.1944
Si, 0.0051, -0.0022, -0.1111
Si, -0.1222, 0.0401, 0.0551
Si, -0.0038, -0.0117, 0.0841
Si, -0.0927, -1.014, 0.5809
Si, -0.1641, 0.0089, -0.0891
Si, 0.0852, -0.1108, -0.2249
Si, 0.1288, -0.1961, 0.0668
Si, -0.0299, -0.0236, -0.1138
Si, -0.0758, 0.0129, 0.1374
Si, 2.351, 2.528, 3.3692
Si, 0.0678, -0.0933, -0.0093
Si, -0.1475, 0.2279, -0.0391
Si, 0.0699, -0.07, 0.0133
Si, -0.0225, -0.0148, -0.1048
Si, -0.5653, -0.2208, -1.1487
Si, -0.1913, -0.1945, -0.0949
Si, 0.0166, 0.0021, -0.0731
Si, 0.1566, 0.1438, -0.0247
Si, -0.0257, 0.0191, 0.0895
Si, -0.2275, 0.0522, -0.1054
Si, -0.0083, -0.0074, -0.1003
Si, 0.0068, -0.4033, 0.1737
Si, -0.1052, -0.2358, 0.0952
Si, -0.004, -0.0254, -0.0724
Si, -0.0133, -0.0854, -0.0917
Si, 0.1285, -0.0103, -0.0083
Si, -0.0075, -0.0908, -0.044
Si, 0.2714, -0.1184, -0.1247
Si, 0.2242, 0.074, 0.1515
Si, 0.43, -0.4604, 0.0526
Si, -0.0152, 0.0044, -0.0381
Si, -0.0681, 1.0719, 0.8585
Si, 0.0169, -0.0789, 0.0148
Si, -0.0595, -0.0676, 0.0344
Si, -0.0389, -0.0589, -0.0332
O, -0.0332, 0.0496, -0.0032
O, 0.0191, -0.0216, -0.0144
O, 0.0651, -0.0048, 0.0473
O, 0.2169, -0.2954, 0.2037
O, -0.144, -0.1425, 0.0787
O, -0.2892, 0.2665, -0.212
O, -0.1658, 0.1719, 0.2345
O, 0.055, 0.0594, 0.106
O, 0.0538, 0.0194, 0.021
O, -0.008, -0.0012, 0.0354
O, 1.7662, -1.1838, -1.4886
O, 0.0938, -0.0325, 0.0653
O, 0.0086, 0.0101, 0.0246
O, -0.007, 0.0539, 0.0014
O, -0.1112, 0.1591, 0.0591
O, 0.064, -0.0152, 0.0262
O, 0.0539, 0.0163, -0.039
O, -0.3692, -0.2052, -0.1248
O, -0.0223, 0.0632, -0.0999
O, -0.0162, 0.0007, 0.0336
O, 0.0304, -0.0267, -0.0904
O, 0.2441, -0.1731, 0.0484
O, -0.0076, 0.2944, -0.1307
O, 0.0653, -0.0342, -0.0115
O, 0.0941, 0.0079, -0.0239
O, 0.0007, 0.0119, 0.0465
O, 0.1288, -0.0386, -0.0628
O, -0.0086, 0.0248, 0.0098
O, 0.0243, 0.0643, 0.0093
O, 0.1857, 0.1667, 0.1372
O, 0.1321, 0.0168, 0.0297
O, -0.0707, 0.0121, 0.0816
O, -0.0154, 0.1165, -0.0219
O, 0.0152, 0.2369, 0.0027
O, -0.0232, -0.0425, -0.0041
O, -2.423, -2.5752, -2.9033
O, -0.023, 0.0009, 0.0108
O, -0.0075, -0.083, -0.3998
O, 0.0803, -0.0055, 0.0356
O, -0.1202, -0.0323, 0.0381
O, 0.0739, -0.0266, 0.0565
O, 0.0529, 0.0272, -0.0601
O, -0.0128, 0.0522, -0.0377
O, 0.206, 0.2401, -0.1216
O, -0.9247, 2.3064, -0.9709
O, -0.1395, -0.1057, 0.2009
O, 0.0064, -0.0005, -0.0241
O, -0.0838, 0.047, 0.013
O, 0.0008, 0.0163, -0.0316
O, 0.0073, -0.0265, 0.0685
O, -0.0764, 0.0063, -0.0188
O, -0.0279, 0.0372, 0.0312
O, 0.0205, 0.0437, -0.0409
O, 0.0387, 0.0832, 0.0032
O, 0.0034, 0.0491, 0.0005
O, -0.0302, 0.3855, 0.0018
O, 0.0061, 0.0008, -0.0172
O, 0.0574, 0.0222, 0.0294
O, -0.2749, -0.9377, 2.0192
O, 0.0938, -0.0147, -0.1338
O, 0.004, 0.0007, 0.0247
O, 0.0003, 0.0217, 0.0435
O, -0.0763, 0.1616, -0.052
O, -0.0215, 0.0322, 0.0459

The program warned: the cutoff lies below the one the program advises for these potential files; the exchange-correlation potential is rough where the density is thin.
